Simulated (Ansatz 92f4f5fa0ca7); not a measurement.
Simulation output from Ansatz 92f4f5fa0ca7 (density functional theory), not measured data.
Periodic cell of 223 atoms, Si132O89Al1F1, from a study of silicon, its oxide and their interface. The atomic structure is a simulated model.
Doubt: the cutoff is far below the 930 eV that the study's wrapper takes by default for these files, so forces and energies are approximate.
This geometry differs little from another in the collection (a relaxation step or a small displacement).

Settings: functional PBE; potential files Ansatz PAW; basis plane waves; wave-function cutoff 580 eV; density cutoff ratio 5; exchange-correlation grid ratio 1; k mesh 1 x 1 x 1, Gamma-centred; self-consistency stop 5e-08 eV per atom in the density residual; occupations fixed; spin none; net charge 0.

Cell vectors (angstrom)
a, 10.938, 0, 0
b, 0, 10.938, 0
c, 0, 0, 32.4

Atoms and the computed forces on them: element, x, y, z (angstrom), force x, y, z (eV/angstrom)
Si, 0.2688, -0.1914, 24.9364, 0.0967, -0.0661, -0.1823
Si, 5.1666, 0.4764, 24.9288, 0.0253, 0.0533, -0.2428
Si, 2.8685, 2.6462, 25.0126, 0.0805, -0.0658, -0.2438
Si, 7.9047, 2.9894, 24.9011, -0.0581, 0.0486, -0.1361
Si, -0.2346, 5.765, 24.8986, -0.0486, 0.0626, -0.1866
Si, 5.7065, 5.239, 24.9288, 0.0717, -0.0772, -0.1635
Si, 2.4828, 8.5072, 24.8761, -0.0921, 0.0859, -0.1735
Si, 8.4599, 7.9905, 24.8369, 0.0271, 0.0018, -0.2113
Si, 1.3605, 1.3864, 26.2999, 0.0354, -0.0314, -0.0474
Si, 6.7933, 1.4561, 26.3063, 0.0142, 0.0241, -0.0604
Si, 4.1068, 4.1579, 26.3065, 0.0443, 0.0101, -0.1021
Si, 9.5493, 4.1378, 26.1914, -0.0326, 0.0262, -0.0937
Si, 1.3462, 6.9144, 26.2402, -0.0082, 0.0131, -0.103
Si, 6.8653, 6.8602, 26.2005, 0.0228, -0.03, -0.0777
Si, 4.1116, 9.6454, 26.1621, -0.0366, 0.0319, -0.0729
Si, 9.5715, 9.5887, 26.2068, 0.0126, -0.0273, -0.0908
Si, 2.7471, 0.005, 27.6267, 0.0123, 0.0178, 0.0149
Si, 8.1876, 0.0158, 27.584, -0.0037, -0.0025, 0.0168
Si, -0.038, 2.7595, 27.5962, -0.0138, 0.0166, 0.0195
Si, 5.4365, 2.7747, 27.6783, -0.0339, 0.0007, 0.0246
Si, 2.7062, 5.5215, 27.6076, -0.0303, -0.0022, 0.0216
Si, 8.1978, 5.4854, 27.6117, 0.0124, -0.0187, 0.0028
Si, -0.0288, 8.235, 27.6312, -0.0094, -0.0084, 0.0058
Si, 5.4619, 8.2297, 27.5534, -0.0255, -0.016, 0.0014
Si, 4.1018, 1.3673, 28.9817, -0.0732, -0.0363, 0.345
Si, 9.5708, 1.3673, 28.9817, -0.1295, 0.0373, -0.1443
Si, 1.3673, 4.1018, 28.9817, -0.108, 0.0918, -0.1999
Si, 6.8362, 4.1018, 28.9817, 0.0866, 0.2457, 0.2529
Si, 4.1018, 6.8362, 28.9817, 0.0507, 0.2844, -0.2169
Si, 9.5708, 6.8362, 28.9817, -0.0342, 0.0137, 0.1018
Si, 1.3673, 9.5708, 28.9817, 0.0283, 0.062, 0.0904
Si, 6.8362, 9.5708, 28.9817, -0.0516, 0.0039, -0.2922
Si, 0, 0, 30.349, 0.0836, -0.0068, -0.0307
Si, 5.469, 0, 30.349, 0.0065, 0.0087, -0.0001
Si, 2.7345, 2.7345, 30.349, 0.0242, -0.075, -0.0113
Si, 8.2035, 2.7345, 30.349, -0.0123, -0.0074, -0.008
Si, 0, 5.469, 30.349, -0.008, 0.0216, 0.0046
Si, 5.469, 5.469, 30.349, 0.1013, 0.0044, -0.0167
Si, 2.7345, 8.2035, 30.349, 0.0301, 0.0127, -0.0141
Si, 8.2035, 8.2035, 30.349, 0.0131, -0.0567, -0.0301
Si, 1.3673, 1.3673, 31.7162, -0.0651, 0.0329, -0.0063
Si, 6.8362, 1.3673, 31.7162, 0.005, 0.0341, -0.0071
Si, 4.1018, 4.1018, 31.7162, -0.0333, 0.0381, -0.0218
Si, 9.5708, 4.1018, 31.7162, -0.0056, -0.0341, -0.0137
Si, 1.3673, 6.8362, 31.7162, 0.0368, 0.0341, -0.0109
Si, 6.8362, 6.8362, 31.7162, -0.0377, 0.0475, -0.0137
Si, 4.1018, 9.5708, 31.7162, -0.0355, -0.016, -0.0182
Si, 9.5708, 9.5708, 31.7162, -0.0244, 0.0208, -0.0302
Si, 2.7345, 0, 0.6835, 0.0443, -0.0064, 0.0237
Si, 8.2035, 0, 0.6835, 0.0399, -0.0981, 0.0341
Si, 0, 2.7345, 0.6835, 0.0049, 0.0238, 0.0063
Si, 5.469, 2.7345, 0.6835, 0.0338, -0.0503, 0.004
Si, 2.7345, 5.469, 0.6835, 0.0289, -0.0468, 0.0383
Si, 8.2035, 5.469, 0.6835, -0.0127, 0.0463, 0.0215
Si, 0, 8.2035, 0.6835, 0.0037, -0.0463, 0.0013
Si, 5.469, 8.2035, 0.6835, 0.0342, -0.0157, 0.0193
Si, 4.1018, 1.3673, 2.0507, -0.0232, 0.0243, 0.0133
Si, 9.5708, 1.3673, 2.0507, 0.071, 0.1095, 0.0479
Si, 1.3673, 4.1018, 2.0507, -0.1231, -0.0555, 0.0025
Si, 6.8362, 4.1018, 2.0507, -0.0933, -0.066, 0.0072
Si, 4.1018, 6.8362, 2.0507, -0.0523, 0.053, -0.0199
Si, 9.5708, 6.8362, 2.0507, -0.0187, 0.1014, 0.0115
Si, 1.3673, 9.5708, 2.0507, -0.0243, -0.0376, 0.0251
Si, 6.8362, 9.5708, 2.0507, 0.0099, 0.0309, 0.0135
Si, 0, 0, 3.418, 0.2894, 0.1575, 0.494
Si, 5.469, 0, 3.418, 0.3418, 0.253, -0.2743
Si, 2.7345, 2.7345, 3.418, -0.1854, -0.2741, -0.1168
Si, 8.2035, 2.7345, 3.418, 0.0713, 0.1426, 0.1691
Si, 0, 5.469, 3.418, -0.104, -0.3436, 0.1163
Si, 5.469, 5.469, 3.418, -0.1509, -0.3302, 0.2547
Si, 2.7345, 8.2035, 3.418, -0.2922, -0.3727, -0.4653
Si, 8.2035, 8.2035, 3.418, 0.3016, -0.0463, -0.163
Si, 1.4719, 1.356, 4.891, 0.0001, 0.0339, -0.0033
Si, 6.8225, 1.4031, 4.7993, 0.0029, -0.0648, -0.0117
Si, 3.999, 4.079, 4.8141, -0.1137, 0.0694, -0.0363
Si, 9.6086, 4.0417, 4.8531, 0.0304, 0.0209, -0.0248
Si, 1.3938, 6.7849, 4.7677, -0.0143, 0.0868, -0.0267
Si, 6.9408, 6.7397, 4.7435, 0.1113, 0.0135, -0.0195
Si, 4.1531, 9.5079, 4.6747, 0.0189, -0.0347, 0.0047
Si, 9.5656, 9.5857, 4.7918, 0, -0.0509, 0.0031
Si, 2.9666, -0.1564, 6.1704, 0.0291, -0.0451, 0.0967
Si, 8.1585, 0.0371, 6.1879, 0.006, -0.0462, 0.1203
Si, 0.0032, 2.6783, 6.3169, -0.0221, -0.0874, 0.0279
Si, 5.4043, 2.7307, 6.155, 0.1215, -0.0718, 0.1676
Si, 2.5511, 5.3612, 6.244, -0.0055, -0.0375, 0.0902
Si, 8.276, 5.4162, 6.2561, -0.0092, 0.0791, 0.1174
Si, 0.0667, 8.1661, 6.0885, -0.0327, 0.0423, 0.0957
Si, 5.4759, 8.1019, 5.9195, -0.0237, -0.0697, 0.0663
Si, 4.4086, 1.1194, 7.6857, -0.9982, 0.313, -1.0064
Si, 9.908, 0.9248, 7.5612, 0.036, -0.0188, 0.336
Si, 0.9408, 4.2645, 7.8273, -0.036, 0.0419, 0.1467
Si, 6.5191, 4.3451, 7.4292, -0.0569, 0.0823, 0.2667
Si, 4.3204, 6.5538, 7.2016, 0.0119, -0.0299, 0.2661
Si, 9.3372, 7.2001, 7.4593, -0.1398, 0.1005, 0.1534
Si, 1.3518, 9.641, 7.4331, -0.1943, 0.0789, 0.0409
Si, 6.8822, 9.3304, 7.32, 0.3772, -0.3234, -0.0845
O, 9.5835, 6.8667, 24.3609, 0.016, -0.0206, 0.3116
O, 3.9669, 1.529, 24.4955, 0.0486, -0.0342, 0.2926
O, 8.1055, 8.2634, 7.4544, -0.1321, 0.1237, 0.0062
O, 2.9788, 1.5651, 8.4187, 0.5716, -0.3814, -0.0578
O, 6.7944, 4.1095, 24.3488, -0.0068, 0.0238, 0.3622
O, 1.3548, 9.6208, 24.3379, -0.0152, 0.0097, 0.3647
O, 5.471, 5.5583, 7.8716, -0.0966, -0.0733, -0.3565
O, 0.1629, -0.1944, 7.5763, 0.0731, 0.0596, -0.0741
O, 6.8137, 3.5093, 8.8435, -0.341, -0.4492, -0.4627
O, 6.3357, 9.5585, 8.8713, -0.2732, 0.7179, -0.0478
O, 9.7264, 7.3217, 9.0738, 0.056, 0.0096, -0.3606
O, 1.8498, 9.2229, 8.9632, 0.0509, -0.0258, -0.1904
O, 5.4878, 1.0856, 9.2485, -0.0339, -0.2312, 0.0112
O, 1.7643, 3.737, 9.1416, 0.0799, -0.1094, -0.1339
O, 9.6931, 1.0852, 9.1693, 0.0736, -0.1866, -0.7709
O, 3.7035, 7.482, 8.386, 0.0301, 0.0073, -0.1149
O, 7.8532, 8.5972, 23.4278, 0.0408, -0.1123, 0.3097
O, 8.4535, 2.2069, 23.5662, 0.0046, 0.0432, 0.136
O, 5.0039, 5.9024, 23.6039, 0.0049, 0.0066, 0.1139
O, 2.2612, 3.3064, 23.6318, -0.0021, -0.0151, 0.1849
O, 10.59, 0.6182, 23.6481, 0.0575, -0.0341, 0.1398
O, 0.4022, 5.184, 23.4976, -0.0197, 0.0117, 0.1805
O, 3.1427, 7.8351, 23.5263, 0.0092, 0.0197, 0.1548
O, 5.5031, 14.1318, 19.2073, 0.0085, -0.0044, 0.0354
Si, 11.3929, 2.3746, 20.7781, 0.0651, -0.1094, -0.2397
Si, 7.8365, 9.3913, 22.0056, -0.0318, -0.0003, -0.3054
Si, 2.2637, 5.1674, 13.5605, -0.0752, 0.0302, 0.1156
Si, 12.2933, 7.3653, 16.8222, 0.0051, -0.0235, -0.068
Si, -0.1523, -4.6368, 9.7625, -0.2906, -0.1043, 0.5841
Si, 10.9313, 8.9122, 14.7912, -0.04, 0.0363, -0.1428
Si, -1.3689, -4.9873, 17.7025, -0.0999, -0.0338, -0.1023
Si, 1.6141, 4.4666, 22.6824, -0.072, -0.1164, -0.2027
Si, 4.5946, 10.9582, 16.9383, -0.0098, 0.0877, -0.054
Si, 6.8901, 5.8837, 16.3142, -0.0296, -0.2806, -0.3726
Si, 5.749, 2.7359, 9.8296, 0.9351, 1.6556, 2.003
Si, 2.8012, 9.2385, 18.6582, 0.0158, 0.0619, -0.0181
Al, 7.7975, 3.5416, 11.6965, 0.2932, 1.0531, 0.1826
Si, 9.1106, 1.0658, 10.6807, 0.2463, 1.7871, 1.0019
Si, 9.0705, 1.6185, 15.9065, -0.1752, 0.2522, -0.3074
Si, 2.649, 4.6767, 16.5641, -0.0396, -0.0048, -0.0844
Si, -3.9073, 3.4567, 14.6059, 1.0437, 0.1207, -1.3227
Si, 6.2619, 10.6716, 10.057, 1.0048, -1.0472, 1.1052
Si, 16.0444, 4.5281, 18.3696, 0.0577, -0.0249, -0.1104
Si, 4.9688, 7.2082, 19.8233, 0.0523, 0.0087, -0.2788
Si, -1.5589, 1.1758, 22.7101, -0.0071, 0.0507, -0.2409
Si, 2.1282, 2.3666, 12.5134, -0.2159, 0.0509, 0.5715
Si, 5.4618, 10.9697, 21.9113, -0.0986, 0.0146, -0.3675
Si, 0.0888, 6.9446, 12.7586, -0.0952, -0.1285, 0.1796
Si, 13.7581, 2.6371, 9.6387, -0.3293, 0.3749, 0.6067
Si, 10.9608, 3.244, 17.7776, -0.0336, -0.0836, -0.1502
Si, 8.0975, 7.9619, 19.3775, -0.0147, -0.0099, -0.1352
Si, -6.3292, 1.4913, 14.3113, 0.2337, 0.3532, 0.0271
Si, -2.2305, -1.2311, 16.7379, -0.0198, 0.0843, -0.0593
Si, 2.8981, 7.8543, 12.3908, -0.1479, -0.0863, 0.3495
Si, -5.7993, 1.6355, 19.4408, -0.0488, 0.0235, -0.0943
Si, -0.3473, 0.6484, 13.3199, -0.2464, 0.1399, 0.0194
Si, 3.8687, 6.6338, 22.6916, 0.0618, 0.0405, -0.1222
Si, 2.7573, 0.4103, 20.7123, 0.0146, 0.0511, -0.1841
Si, 13.508, 7.8342, 9.4691, 0.0167, -0.0396, 0.2757
Si, 6.2599, 8.6902, 15.355, 0.0281, -0.0264, 0.0253
Si, 5.1167, -1.1944, 12.8833, -0.1553, 0.0143, 0.6853
O, 6.4411, 5.0988, 17.6607, -0.0182, -0.0039, 0.1495
O, -0.5147, -4.6498, 11.3726, 0.1533, 0.0591, -0.3474
O, 6.624, 4.9655, 15.0249, -0.1783, 0.3067, 0.3812
O, 2.216, 10.013, 19.9622, 0.0257, -0.0092, 0.0336
O, -0.2904, 5.0237, 8.6897, 0.2382, -0.1057, -0.3597
O, 1.0071, 3.8115, 21.3195, 0.0981, 0.14, 0.2278
O, 1.4203, 6.6924, 9.5843, 0.0984, 0.051, -0.1334
O, -5.59, 0.2254, 13.6186, 0.0275, -0.2157, -0.1952
O, 14.1817, 6.4226, 13.131, 0.0087, 0.0689, -0.1065
O, 8.5642, 11.3214, 16.8486, 0.0002, -0.1112, 0.1045
O, 5.3477, 9.7454, 16.1809, 0.0015, -0.0237, 0.0114
O, -1.4871, 1.1082, 14.398, 0.1006, -0.1351, 0.0081
O, 2.2684, 3.9914, 12.4343, 0.053, -0.0817, -0.2026
O, 6.0012, 8.6567, 13.7336, -0.0093, 0.0582, -0.1163
O, 2.7088, 4.4516, 14.9491, 0.0124, 0.032, 0.0308
O, 6.3423, 2.7745, 11.3206, -2.7356, -1.7282, -1.9097
O, 3.2749, 1.7664, 13.4615, -0.0686, -0.0416, -0.1366
O, 14.9443, 4.115, 17.245, -0.0155, 0.0044, 0.0416
O, -3.097, 13.6223, 15.8015, 0.0924, -0.2507, 0.462
O, 0.7253, 5.7254, 13.6519, 0.0449, 0.0353, -0.0601
O, 7.7939, 9.1492, 15.5248, -0.0135, -0.0048, -0.0351
O, 0.3219, 2.4227, 19.1577, 0.0153, -0.012, 0.1445
O, 4.5492, 5.6992, 19.3521, -0.0335, 0.0436, 0.0929
F, 7.8062, 5.0541, 11.1073, -0.0574, 2.0178, -0.9985
O, 10.9165, 6.5788, 17.0849, 0.0044, 0.0363, 0.0257
O, 2.7435, 5.5464, 22.2398, 0.0027, 0.0134, 0.0483
O, 9.057, 6.6833, 19.066, 0.0143, 0.0364, 0.0635
O, 1.2779, 7.9963, 12.3305, 0.0855, 0.0563, -0.1182
O, -5.4395, 0.6956, 18.1412, 0.0193, -0.0227, 0.0624
O, 7.6838, 0.2617, 10.6121, -0.9826, -0.4087, -0.6039
O, 11.3128, -0.6824, 13.9433, 0.0256, -0.0629, 0.023
O, 4.2575, 3.4044, 9.8253, 0.0788, -0.5733, -0.433
O, 4.0962, 8.3301, 19.0325, 0.0534, -0.0461, 0.0841
O, 8.4759, 6.1737, 16.514, 0.098, 0.0339, 0.0808
O, 1.4014, 3.8823, 17.2158, 0.0315, 0.0133, 0.03
O, -0.8274, 7.8604, 13.7786, 0.0934, 0.0186, 0.0128
O, 5.617, 2.7396, 14.2762, -0.4419, -0.2621, 0.1181
O, 2.572, 6.2862, 16.8071, -0.0081, 0.0168, 0.0252
O, 9.8523, 4.3977, 18.0866, -0.0084, 0.0334, 0.0527
O, 4.201, 1.1608, 15.8516, -0.0441, -0.0724, 0.0796
O, 3.4084, 7.8906, 10.8493, -0.0179, 0.0466, -0.3121
O, 3.5817, -1.7607, 13.0521, 0.0802, 0.0005, -0.1306
O, 8.5378, 10.8459, 22.1606, 0.058, 0.08, 0.0944
O, -2.9418, 3.5708, 13.3286, -0.2936, -0.1833, 3.1253
O, 9.951, 2.0141, 21.436, -0.1212, -0.0698, 0.2501
O, 8.5789, 8.5592, 20.8186, -0.0195, 0.0376, 0.156
O, -5.0239, 1.1734, 20.8139, 0.0145, -0.0669, 0.1632
O, 5.4783, -0.9736, 11.3027, 0.0656, 0.4237, -0.8176
O, 1.3365, 8.1484, 15.3738, -0.0003, 0.0132, 0.0409
O, 2.3177, 1.8516, 10.9706, 0.195, 0.0071, -0.4541
O, 6.5383, 7.4934, 19.4891, -0.0377, 0.0046, 0.0653
O, 1.5831, -2.5789, 18.0783, -0.0413, -0.0055, 0.035
O, 1.4721, 12.1356, 21.2858, -0.0425, 0.038, 0.1072
O, 9.0251, 2.6277, 11.0754, 1.814, -2.4619, -1.3469
O, 3.2209, -0.5886, 17.5498, -0.0295, -0.0067, 0.0192
O, 8.3062, -1.876, 18.179, 0.0222, -0.0051, 0.103
O, 10.194, -1.6157, 16.1936, 0.0147, -0.05, 0.0346
O, -0.5541, 2.256, 16.6247, 0.0986, 0.0344, 0.1137
O, 0.7089, 1.8732, 13.1247, 0.2304, 0.0297, -0.1282
O, 6.2862, -1.3215, 21.5103, 0.0096, -0.0451, 0.1149
O, 15.5502, 7.2778, 21.4071, -0.082, -0.0545, 0.2563
O, 5.9015, 0.2548, 23.4637, -0.0204, 0.038, 0.3382
O, -4.9036, 7.2432, 16.0624, -0.0438, 0.1253, 0.0168
O, 3.5302, 1.4597, 19.7166, -0.0041, -0.0229, 0.0389
O, 3.8311, -0.0961, 21.8463, 0.0231, -0.0567, 0.1027
O, 9.9722, 0.2884, 11.8417, 0.0623, -0.3329, -0.1041

Results
free energy: -137770.863 eV
free energy less fixed offsets of Al -1619.15, F -1619.15, O -568.88, Si -635.61 eV per atom: -1.723 eV

The program warned: the cutoff lies below the one the program advises for these potential files; the exchange-correlation potential is rough where the density is thin.
